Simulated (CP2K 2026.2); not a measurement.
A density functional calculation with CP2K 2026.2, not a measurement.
Periodic cell of 504 atoms, Si360O144, from a study of silicon, its oxide and their interface. The atomic structure is a simulated model.
Doubt: the forces sum to 0.95 eV/angstrom along one axis rather than to zero, so they err by at least 0.0019 eV/angstrom per atom on average; the grid cutoff is modest.

Settings: functional PBE; method Gaussian and plane waves; basis set DZVP-MOLOPT-SR-GTH; pseudopotentials GTH-PBE; grid cutoff 350 Ry, relative cutoff 50 Ry; k points Gamma only; occupations fixed; spin none; net charge 0.

Cell vectors (angstrom)
a	16.32	0	0
b	0	16.32	0
c	7.0414	-1.0133	33.5208

Atoms and the computed forces on them: element, x, y, z (angstrom), force x, y, z (eV/angstrom)
Si	1.581	14.77	0.101	-0.153	0.125	0.762
Si	4.455	1.228	0.127	-0.296	-0.011	0.713
Si	1.273	4.316	0.252	0.043	-0.278	0.74
Si	4.203	6.456	0.078	-0.004	0.247	0.665
Si	1.035	9.756	0.071	0.205	-0.06	0.747
Si	10.882	11.586	33.483	0.179	-0.226	0.785
Si	6.644	15.325	0.122	0.021	-0.227	0.721
Si	9.791	1.059	0.072	-0.095	0.212	0.753
Si	6.426	4.23	0.006	0.221	-0.019	0.697
Si	9.192	6.894	0.016	0.24	-0.019	0.703
Si	14.117	8.179	33.516	-0.168	0.101	0.777
Si	16.82	10.983	33.504	-0.158	0.081	0.734
Si	11.943	15.096	0.104	0.278	-0.037	0.725
Si	14.706	1.739	0.164	-0.041	-0.124	0.732
Si	12.494	3.932	0.001	-0.188	0.087	0.733
Si	15.243	6.385	0.123	-0.119	0.331	0.712
Si	19.089	8.785	33.431	0.057	-0.224	0.663
Si	15.196	12.005	0.087	-0.096	0.153	0.776
Si	2.765	0.06	1.318	0.015	-0.023	-0.047
Si	5.486	2.734	1.546	-0.01	0.001	-0.068
Si	2.757	5.449	1.596	0.014	-0.01	-0.027
Si	5.427	8.094	1.276	0.012	-0.003	-0.057
Si	2.727	10.92	1.244	-0.013	0.025	-0.067
Si	5.457	13.661	1.31	-0.027	0.013	-0.066
Si	8.193	0.065	1.481	-0.001	0.01	-0.054
Si	10.908	2.728	1.286	0.012	0.002	-0.061
Si	8.033	5.383	1.337	-0.014	-0.017	-0.053
Si	10.879	8.131	1.178	-0.01	-0.001	-0.06
Si	8.194	10.821	1.277	-0.002	0	-0.058
Si	10.83	13.548	1.425	-0.012	-0.023	-0.048
Si	13.565	0.02	1.314	-0.006	-0.022	-0.04
Si	16.316	2.781	1.487	-0.016	-0.011	-0.051
Si	13.626	5.382	1.459	0	-0.013	-0.086
Si	16.246	8.149	1.361	0.025	-0.01	-0.035
Si	13.577	10.871	1.353	0.018	-0.002	-0.046
Si	16.345	13.587	1.396	0.008	-0.013	-0.064
Si	1.374	1.35	2.725	0.013	-0.008	0.009
Si	4.078	4.039	2.885	-0.007	-0.013	0.021
Si	1.347	6.881	2.785	-0.024	0.012	0.022
Si	4.082	9.526	2.602	-0.019	-0.011	0.01
Si	1.399	12.225	2.728	0.008	0.006	0.036
Si	4.106	15.004	2.72	0.001	0.003	0.033
Si	6.887	1.423	2.859	-0.01	-0.006	0.035
Si	9.503	4.069	2.643	0.006	-0.008	-0.004
Si	6.739	6.763	2.734	-0.003	0.01	0.018
Si	9.554	9.469	2.658	-0.009	-0.014	0.015
Si	6.813	12.223	2.614	0.009	0.01	-0.007
Si	9.482	14.917	2.778	0.01	0.018	0.018
Si	12.226	1.366	2.724	0.002	0.012	0.023
Si	14.975	4.096	2.872	-0.004	-0.002	0.041
Si	12.219	6.829	2.649	0	0.006	0.005
Si	14.89	9.482	2.734	0.01	0.007	0.025
Si	12.261	12.243	2.741	0.008	-0.006	0.021
Si	14.949	14.981	2.676	-0.003	-0.005	0.008
Si	16.321	-0.014	4.064	0.005	0	0
Si	2.689	2.679	4.158	0	0.01	0.011
Si	16.333	5.493	4.156	-0.012	0.005	-0.005
Si	2.742	8.23	4.077	0.006	0.005	-0.002
Si	16.313	10.862	4.052	0.007	0	-0.011
Si	2.746	13.614	4.075	-0.001	0.009	-0.021
Si	5.463	0.016	4.11	-0.018	0.002	-0.005
Si	8.235	2.777	4.156	-0.003	0.003	0.017
Si	5.438	5.442	4.165	0.012	0.001	-0.008
Si	8.16	8.138	4.037	0	0.004	-0.027
Si	5.446	10.874	3.99	-0.005	-0.002	0
Si	8.117	13.553	4.08	-0.013	0.001	0.013
Si	10.874	-0.009	4.087	0.001	0.017	-0.025
Si	13.585	2.695	4.13	0.019	-0.029	-0.006
Si	10.86	5.449	4.007	0.013	-0.006	-0.01
Si	13.549	8.144	4.093	0.007	-0.006	0.01
Si	10.88	10.852	4.054	-0.007	-0.012	-0.019
Si	13.615	13.621	4.072	-0.006	0.001	0.005
Si	17.686	14.96	16.328	-0.005	0.008	-0.003
Si	4.071	1.372	16.331	0.007	0.007	-0.011
Si	17.683	4.076	16.334	-0.005	-0.008	-0.011
Si	4.068	6.813	16.281	-0.005	-0.004	-0.018
Si	17.652	9.519	16.322	0.002	-0.005	-0.01
Si	4.072	12.256	16.333	0.014	-0.007	0
Si	6.79	14.951	16.295	-0.003	0.005	-0.006
Si	9.523	1.357	16.331	0.003	0.008	-0.002
Si	6.812	4.061	16.299	-0.014	0.004	-0.014
Si	9.524	6.796	16.302	0.002	-0.004	-0.006
Si	6.798	9.538	16.292	0	-0.003	-0.016
Si	9.528	12.255	16.297	0.001	0.008	-0.006
Si	12.252	14.955	16.339	0	-0.005	-0.007
Si	14.966	1.358	16.318	0.002	0.004	-0.011
Si	12.247	4.077	16.305	0.001	0.009	-0.005
Si	14.946	6.81	16.358	0.002	-0.004	-0.004
Si	12.251	9.493	16.322	-0.006	0.002	-0.013
Si	14.958	12.241	16.333	0.008	-0.002	-0.01
Si	19.046	-0.003	17.697	-0.005	0.011	-0.004
Si	5.436	2.741	17.675	0.016	-0.005	0.002
Si	19.029	5.485	17.659	0.023	0.003	-0.007
Si	5.453	8.149	17.622	-0.004	0.009	0.01
Si	19.022	10.873	17.66	0	0.011	0.009
Si	5.438	13.624	17.695	-0.011	0.003	-0.009
Si	8.136	-0.018	17.652	-0.004	-0.002	0.019
Si	10.926	2.702	17.677	0.008	-0.017	-0.008
Si	8.189	5.405	17.647	-0.015	0.01	-0.004
Si	10.868	8.151	17.677	0.02	-0.008	0.017
Si	8.132	10.934	17.638	-0.004	-0.006	-0.005
Si	10.895	13.579	17.684	-0.003	0.001	0.014
Si	13.609	0.014	17.693	0.014	-0.004	-0.008
Si	16.346	2.68	17.687	0.002	-0.001	0
Si	13.559	5.445	17.694	0.007	0.012	0.014
Si	16.29	8.194	17.729	-0.02	0.015	-0.008
Si	13.636	10.826	17.679	0.01	-0.006	-0.012
Si	16.304	13.626	17.687	-0.005	-0.011	0.006
Si	17.714	1.339	19.091	-0.023	0.002	-0.009
Si	4.112	4.182	19.002	0.019	0.009	-0.027
Si	17.676	6.837	19.04	0.012	-0.007	-0.024
Si	4.115	9.52	18.974	0	0.012	-0.042
Si	17.618	12.205	19.011	0	-0.016	-0.023
Si	4.072	14.963	19.075	0.027	0.005	-0.001
Si	6.751	1.317	19.014	-0.019	-0.023	-0.033
Si	9.571	4.059	19.008	-0.003	0.024	-0.004
Si	6.816	6.773	18.961	0.004	-0.024	-0.036
Si	9.487	9.57	18.954	0.004	-0.006	-0.02
Si	6.812	12.288	19.052	0.011	-0.006	-0.01
Si	9.512	14.956	19.008	-0.016	0.007	-0.041
Si	12.246	1.334	19.086	-0.007	0.003	-0.013
Si	14.948	4.043	18.98	-0.026	0.01	-0.044
Si	12.18	6.786	19.095	-0.012	-0.024	-0.036
Si	14.926	9.508	19.164	-0.007	-0.009	0.02
Si	12.286	12.179	18.999	-0.019	0.017	-0.016
Si	14.994	15.033	19.071	0.026	0.005	-0.006
Si	16.377	0.001	20.547	-0.002	-0.007	0.051
Si	19.092	2.814	20.325	-0.006	-0.005	0.047
Si	16.273	5.453	20.305	-0.01	0	0.078
Si	19.076	8.191	20.361	-0.005	0	0.05
Si	16.289	10.911	20.504	0.018	0.01	0.078
Si	19.015	13.541	20.33	0.007	0.002	0.063
Si	5.385	0.004	20.487	0.014	0.025	0.056
Si	8.226	2.646	20.264	-0.009	-0.044	0.035
Si	5.488	5.497	20.415	-0.011	0.01	0.068
Si	8.138	8.182	20.26	0.001	0.009	0.055
Si	5.461	10.893	20.351	-0.014	-0.02	0.045
Si	8.167	13.641	20.429	0.012	0.008	0.054
Si	10.855	-0.035	20.413	-0.016	-0.006	0.079
Si	13.632	2.692	20.412	0.006	0.01	0.067
Si	10.817	5.394	20.486	0.017	0.031	0.043
Si	13.509	8.147	20.516	-0.03	-0.015	0.081
Si	10.859	10.869	20.338	0.007	0.009	0.061
Si	13.622	13.596	20.313	-0.001	-0.007	0.046
Si	17.554	14.646	21.766	0.06	0.263	-0.685
Si	20.673	1.771	21.694	-0.245	-0.381	-0.646
Si	17.492	3.953	21.592	0.186	0.184	-0.717
Si	20.679	7.146	21.707	-0.13	-0.283	-0.671
Si	17.994	9.782	21.679	-0.173	-0.032	-0.723
Si	20.182	12.008	21.639	0.17	0.07	-0.758
Si	7.027	15.227	21.763	-0.16	-0.194	-0.788
Si	9.26	1.111	21.715	0.203	0.096	-0.77
Si	6.751	3.847	21.552	0.103	0.353	-0.698
Si	9.573	7.025	21.674	-0.091	-0.274	-0.748
Si	6.637	9.329	21.631	0.137	0.223	-0.708
Si	9.785	12.461	21.67	-0.241	-0.089	-0.762
Si	12.019	14.649	21.623	0.021	0.167	-0.743
Si	15.267	1.688	21.797	-0.245	-0.376	-0.714
Si	12.437	4.206	21.736	-0.202	-0.134	-0.749
Si	14.649	6.439	21.668	0.003	0.187	-0.749
Si	11.799	9.256	21.756	0.278	0.087	-0.725
Si	15.151	12.588	21.762	-0.043	-0.242	-0.689
Si	21.87	2.444	29.484	-0.025	0.072	-0.003
Si	17.848	4.32	24.586	0.06	-0.073	-0.085
Si	16.935	9.418	24.476	-0.062	-0.015	-0.052
Si	10.096	1.996	31.501	0.072	0.069	0.077
Si	7.68	5.667	23.788	0.032	0.014	-0.184
Si	11.08	3.876	26.533	0.09	-0.059	-0.108
Si	11.796	3.668	29.352	-0.091	-0.03	0.098
Si	19.614	7.349	30.766	0.108	0.012	0.105
Si	17.993	4.734	31.388	0.068	-0.126	0.113
Si	20.374	2.809	24.423	-0.057	0.013	-0.057
Si	10.886	13.687	29.188	0.058	0.063	0.023
Si	20.633	12.987	26.453	0.043	0.031	-0.049
Si	12.733	-0.458	29.215	0.04	0.091	0.015
Si	19.73	-0.603	27.033	-0.088	0.061	-0.064
Si	5.737	13.301	23.829	0.024	-0.008	-0.21
Si	12.662	9.528	24.645	-0.051	-0.001	-0.058
Si	6.217	9.23	28.474	0.046	0	-0.039
Si	7.831	6.772	29.323	0.011	0.005	-0.003
Si	16.562	0.779	30.614	-0.033	-0.029	0.125
Si	12.383	6.611	28.759	-0.06	-0.065	-0.115
Si	7.897	0.759	29.916	-0.075	0.021	0.033
Si	8.908	5.958	26.558	-0.003	0.124	-0.046
Si	16.455	13.213	26.403	0.018	-0.038	-0.006
Si	21.863	12.036	29.063	-0.058	0.049	-0.031
Si	12.328	11.332	30.663	-0.118	0.187	0.135
Si	9.813	7.225	31.515	-0.054	-0.086	0.116
Si	18.147	3.884	28.382	-0.034	0.142	0.025
Si	14.697	11.647	24.597	0.008	0.013	-0.06
Si	19.133	6.142	26.498	0.025	-0.085	-0.064
Si	11.126	2.311	23.921	0.012	0.012	-0.187
Si	21.81	5.384	30.593	0.012	-0.069	0.079
Si	10.609	8.429	26.827	0.044	-0.023	0.016
Si	15.291	0.734	24.722	0.005	0.142	-0.167
Si	13.966	2.121	30.584	-0.006	-0.027	0.111
Si	17.898	15.354	24.64	0.023	-0.061	0.009
Si	19.544	8.676	28.106	0.047	-0.012	0.005
Si	21.057	5.81	24.238	-0.033	-0.013	0.029
Si	8.007	11.083	23.829	-0.037	-0.004	-0.123
Si	12.71	-0.413	24.378	-0.08	0.071	-0.148
Si	14.93	7.349	24.5	-0.029	0.066	-0.01
Si	15.801	3.195	26.343	0.174	0.056	-0.076
Si	12.509	8.561	30.918	0.05	-0.051	0.108
Si	6.7	15.155	31.638	0.01	-0.028	0.102
Si	13.7	5.286	26.458	-0.075	0.076	-0.066
Si	8.104	13.308	28.399	0.057	-0.041	-0.085
Si	15.58	14.525	29.118	-0.11	-0.015	0.074
Si	20.827	12.911	31.561	-0.054	-0.088	0.159
Si	8.273	-0.2	27.093	-0.074	-0.096	-0.017
Si	18.5	10.961	26.488	-0.06	0.03	0.023
Si	5.782	1.314	26.622	0.031	0.084	-0.026
Si	19.222	1.272	29.278	-0.014	-0.03	0.071
Si	8.456	10.514	26.855	-0.001	0.094	0.055
Si	11.172	15.335	26.797	0.005	0.042	0.182
Si	15.102	12.635	31.413	0.001	0.068	0.18
Si	1.361	14.951	5.433	0.005	0.005	0.001
Si	4.087	1.344	5.484	0.001	-0.009	0.013
Si	1.354	4.089	5.484	-0.008	0	0.012
Si	4.068	6.836	5.457	-0.025	-0.014	0.005
Si	1.359	9.546	5.443	-0.01	0.003	0.011
Si	4.105	12.232	5.403	0.007	-0.002	0
Si	6.794	14.939	5.45	0.008	0.003	0.015
Si	9.549	1.357	5.474	0.007	-0.001	0.015
Si	6.829	4.103	5.496	0.003	-0.004	0.014
Si	9.515	6.79	5.413	-0.002	0.002	-0.002
Si	6.801	9.521	5.385	-0.009	-0.001	-0.004
Si	9.512	12.211	5.417	0.01	-0.001	0.004
Si	12.247	14.961	5.44	0.002	-0.001	0.004
Si	14.968	1.339	5.454	0.001	-0.002	0.005
Si	12.212	4.094	5.423	-0.011	0.008	-0.004
Si	14.931	6.821	5.473	0.013	0.014	0.016
Si	12.219	9.518	5.449	-0.004	-0.003	0.014
Si	14.97	12.242	5.418	0.009	0.002	-0.001
Si	2.713	-0.016	6.816	0.001	-0.001	0.001
Si	5.451	2.722	6.821	0.003	0.006	-0.001
Si	2.723	5.457	6.818	-0.003	0.008	0.004
Si	5.449	8.185	6.792	0.003	0.006	-0.006
Si	2.729	10.901	6.789	-0.003	0.002	0
Si	5.437	13.583	6.803	-0.007	-0.002	-0.002
Si	8.163	-0.01	6.8	-0.002	0	0.004
Si	10.893	2.73	6.822	-0.001	-0.012	-0.004
Si	8.18	5.463	6.833	-0.005	-0.012	-0.002
Si	10.863	8.149	6.795	0.002	0.004	0.002
Si	8.15	10.865	6.781	0.001	0.001	-0.002
Si	10.874	13.587	6.776	-0.005	0.006	-0.001
Si	13.606	-0.013	6.814	0.004	-0.003	-0.003
Si	16.308	2.718	6.819	0.003	0.002	-0.004
Si	13.577	5.438	6.806	0.007	0.001	-0.006
Si	16.318	8.18	6.804	-0.009	-0.005	0.006
Si	13.599	10.886	6.783	-0.001	-0.006	-0.001
Si	16.323	13.593	6.796	0.006	-0.004	-0.002
Si	17.678	1.359	8.169	0.003	0	-0.006
Si	4.088	4.092	8.169	0.006	0.002	-0.008
Si	17.67	6.81	8.166	-0.008	-0.01	-0.002
Si	4.081	9.534	8.155	0.004	0	-0.008
Si	17.687	12.246	8.16	0.004	0.006	0.006
Si	4.076	14.944	8.165	-0.01	-0.009	0.003
Si	6.806	1.351	8.168	-0.012	-0.008	-0.008
Si	9.526	4.082	8.18	0.002	0.01	-0.004
Si	6.8	6.822	8.167	0.013	0.003	-0.001
Si	9.508	9.513	8.154	-0.008	-0.01	-0.002
Si	6.804	12.229	8.155	-0.002	0.001	-0.005
Si	9.526	14.949	8.153	0	0.004	-0.004
Si	12.253	1.361	8.169	0.013	0.016	-0.001
Si	14.943	4.079	8.167	-0.006	-0.012	0.003
Si	12.227	6.801	8.165	-0.009	-0.005	-0.006
Si	14.956	9.536	8.158	0.017	0.01	-0.002
Si	12.237	12.24	8.147	0.006	0.001	-0.003
Si	14.965	14.949	8.166	-0.006	0.002	-0.003
Si	16.317	-0.001	9.527	0.002	-0.004	0.001
Si	2.723	2.724	9.519	-0.002	0.003	-0.003
Si	16.312	5.443	9.519	0.003	0.008	0.001
Si	2.72	8.169	9.516	-0.001	-0.002	-0.004
Si	16.321	10.886	9.518	-0.005	0	-0.002
Si	2.715	13.6	9.531	0.002	0.004	0
Si	5.438	-0.008	9.518	0.002	0.002	-0.002
Si	8.161	2.718	9.526	0.006	0.003	-0.002
Si	5.443	5.454	9.525	0.002	-0.007	-0.002
Si	8.157	8.168	9.533	-0.007	0.002	0
Si	5.441	10.883	9.524	-0.001	0.006	-0.001
Si	8.163	13.593	9.513	-0.001	-0.002	-0.003
Si	10.883	-0.005	9.515	-0.002	0	-0.006
Si	13.603	2.716	9.536	-0.002	-0.003	0.002
Si	10.882	5.441	9.537	0.004	-0.006	0.001
Si	13.596	8.166	9.511	0.004	-0.003	-0.006
Si	10.876	10.878	9.507	-0.004	-0.004	-0.003
Si	13.596	13.594	9.518	0.008	-0.001	0
Si	17.676	14.962	10.887	0.005	-0.002	0.001
Si	4.08	1.359	10.877	0.006	-0.002	-0.001
Si	17.678	4.082	10.876	-0.005	-0.007	-0.001
Si	4.073	6.808	10.883	0.006	0.004	-0.001
Si	17.678	9.523	10.878	-0.001	0.004	-0.002
Si	4.08	12.244	10.882	-0.007	-0.001	0.002
Si	6.803	14.954	10.874	0.001	-0.003	0.001
Si	9.524	1.356	10.878	-0.001	0	0
Si	6.8	4.084	10.879	-0.007	0.001	0.001
Si	9.519	6.803	10.886	-0.003	-0.001	0.001
Si	6.795	9.524	10.89	0.003	-0.005	-0.001
Si	9.521	12.237	10.876	0.002	0.007	-0.002
Si	12.243	14.958	10.88	0	0.001	0.001
Si	14.962	1.357	10.893	-0.001	0.013	0
Si	12.243	4.077	10.89	0.006	-0.002	0.002
Si	14.954	6.807	10.875	-0.004	-0.007	0.002
Si	12.237	9.522	10.873	-0.001	-0.004	-0.003
Si	14.959	12.24	10.88	0.01	0	0.002
Si	2.717	0.005	12.24	-0.005	0.003	0.003
Si	5.441	2.719	12.235	0.001	0.002	0.003
Si	2.713	5.442	12.24	-0.006	-0.006	0.001
Si	5.43	8.166	12.248	0.002	0.001	0.007
Si	2.714	10.887	12.235	0.01	0	0
Si	5.44	13.606	12.239	0.002	0.002	0.002
Si	8.162	-0.004	12.233	0.001	0.007	0
Si	10.884	2.712	12.243	0.002	0.006	0.002
Si	8.157	5.442	12.24	0.004	-0.005	0.005
Si	10.885	8.161	12.239	0.001	0.001	0
Si	8.163	10.881	12.241	-0.01	-0.003	0.002
Si	10.881	13.597	12.238	-0.003	-0.008	0
Si	13.6	-0.006	12.248	0	-0.003	0.007
Si	16.324	2.725	12.244	0.005	-0.001	0.003
Si	13.605	5.441	12.239	0.002	0.002	0.002
Si	16.315	8.163	12.237	0.002	-0.004	0.001
Si	13.597	10.879	12.237	0.004	0.001	-0.002
Si	16.316	13.6	12.243	-0.004	0.004	-0.002
Si	17.677	1.361	13.605	-0.002	0.008	0.006
Si	4.078	4.077	13.593	0.008	-0.006	0.003
Si	17.664	6.795	13.601	-0.001	0.002	0.011
Si	4.064	9.532	13.6	-0.01	0.006	-0.001
Si	17.682	12.246	13.601	-0.002	-0.007	-0.001
Si	4.078	14.969	13.598	0.006	0.004	0.005
Si	6.802	1.355	13.593	0.001	-0.001	0.006
Si	9.521	4.077	13.59	-0.003	-0.001	0.002
Si	6.796	6.803	13.599	-0.01	0	0.002
Si	9.528	9.521	13.597	0.007	-0.006	0.001
Si	6.798	12.241	13.593	0.002	0.001	0.003
Si	9.526	14.966	13.596	-0.002	-0.002	0
Si	12.244	1.356	13.61	-0.007	0.008	0.008
Si	14.968	4.09	13.604	-0.002	0	-0.001
Si	12.246	6.796	13.595	0.005	-0.009	0
Si	14.958	9.525	13.6	0.001	-0.004	0.01
Si	12.239	12.236	13.6	-0.003	0.007	0.006
Si	14.958	14.951	13.609	0.014	-0.005	0.006
Si	16.321	-0.007	14.963	-0.005	-0.002	-0.002
Si	19.038	2.725	14.96	-0.002	-0.005	0.002
Si	16.311	5.445	14.989	0.002	-0.002	0.005
Si	19.014	8.169	14.946	0.003	0.003	-0.004
Si	16.316	10.892	14.958	0.004	0.01	0.007
Si	19.042	13.608	14.959	0	0.004	0.002
Si	5.431	0.011	14.96	0	0	-0.003
Si	8.173	2.707	14.947	-0.003	0.008	0
Si	5.44	5.433	14.953	0.001	0.001	0.001
Si	8.164	8.166	14.95	0.003	-0.001	-0.001
Si	5.425	10.896	14.955	-0.006	-0.003	-0.001
Si	8.161	13.604	14.94	-0.002	-0.004	-0.001
Si	10.886	-0.005	14.974	0	-0.006	0.01
Si	13.615	2.723	14.955	0.009	0.007	-0.005
Si	10.881	5.433	14.947	0.001	0	0.001
Si	13.608	8.15	14.956	-0.003	-0.003	0.006
Si	10.89	10.871	14.966	0	-0.005	-0.003
Si	13.594	13.591	14.968	0	-0.002	0
O	17.459	9.014	23.009	-0.044	-0.63	0.072
O	16.341	13.63	22.22	-0.147	-0.141	0.201
O	7.923	6.306	27.782	-0.362	-0.104	-0.134
O	21.558	11.678	32.3	0.091	-0.079	-0.477
O	21.435	2.128	25.412	0.125	-0.027	-0.168
O	11.884	3.474	23.085	0.172	0.051	0.2
O	18.963	5.12	27.743	0.35	-0.01	0.235
O	12.321	4.314	33.069	-0.078	0.025	-0.217
O	20.644	12.52	30.007	-0.307	0.07	-0.338
O	16.642	4.944	32.251	-0.352	-0.14	-0.092
O	15.402	6.92	23.023	0.429	0.176	0.184
O	19.028	-0.317	25.597	0.266	0.3	-0.249
O	15.786	13.258	30.098	0.296	-0.157	-0.265
O	10.913	13.553	22.136	0.17	-0.135	0.291
O	5.692	2.673	21.915	0.193	-0.25	0.135
O	11.561	9.087	25.714	-0.196	0.05	0.128
O	17.963	9.912	32.988	0.084	-0.087	-0.284
O	11.513	11.163	32.05	-0.11	-0.114	-0.109
O	11.612	5.279	29.275	-0.479	0.147	0.121
O	17.693	4.21	29.898	-0.549	-0.273	0.095
O	7.204	0.636	26.194	0.146	0.199	-0.417
O	20.665	1.806	33.065	-0.077	-0.039	-0.316
O	15.207	7.053	33.024	-0.151	0.191	-0.474
O	19.092	10.904	22.172	0.101	-0.12	0.425
O	21.587	5.557	32.186	-0.484	0.273	-0.127
O	7.087	9.729	27.21	-0.291	-0.29	-0.197
O	7.105	-0.628	30.177	-0.167	-0.486	-0.572
O	11.172	1.177	32.374	0.208	0.01	-0.36
O	12.102	9.963	23.193	-0.07	0.454	0.204
O	6.233	6.358	23.978	-0.085	0.271	-0.118
O	10.627	2.905	25.335	-0.456	-0.253	0.112
O	9.867	4.781	27.064	-0.322	-0.01	0.537
O	7.208	4.386	33.271	0.155	-0.003	-0.331
O	6.399	14.596	23.132	-0.259	0.288	0.363
O	8.584	7.933	32.277	-0.411	0.105	-0.442
O	14.554	13.837	32.348	0.002	0.052	-0.206
O	20.133	6.593	23.152	-0.434	0.194	0.089
O	14.182	-0.385	25.039	0.181	-0.572	0.621
O	12.217	4.888	25.954	-0.104	0.39	-0.319
O	13.115	0.799	30.147	-0.061	-0.214	0.338
O	22.666	0.165	32.475	0.254	0.244	-0.187
O	11.027	13.921	27.582	0.106	-0.42	-0.429
O	16.868	3.45	27.513	-0.14	-0.211	0.106
O	10.353	5.919	32.307	-0.129	-0.388	-0.257
O	19.051	8.318	29.606	-0.458	0.144	-0.022
O	14.022	14.919	28.985	-0.275	-0.078	-0.068
O	21.475	13.698	25.278	-0.02	0.32	0.371
O	19.038	10.179	27.793	-0.134	0.363	0.588
O	21.719	14.238	31.657	-0.314	0.379	0.215
O	16.154	14.162	27.661	0.296	0.229	-0.111
O	13.503	8.834	32.159	-0.028	0.274	-0.125
O	8.173	5.343	25.273	0.068	-0.33	0.195
O	16.435	2.793	22.008	0.122	0.114	0.347
O	19.431	13.273	32.271	-0.2	-0.038	-0.425
O	7.007	5.673	30.162	0.424	-0.372	0.214
O	15.42	1.663	26.036	-0.163	-0.115	0.672
O	13.831	11.775	30.976	0.08	-0.187	0.049
O	7.399	9.85	22.978	-0.112	-0.299	0.145
O	9.3	13.62	29.449	-0.129	0.212	0.458
O	14.329	12.229	23.131	-0.646	-0.065	0.034
O	5.448	8.309	22.081	-0.026	0.119	0.299
O	19.83	14.126	27.263	-0.25	-0.043	0.201
O	13.473	10.8	25.215	-0.384	0.19	0.707
O	18.598	6.218	31.277	-0.15	0.081	0.029
O	11.59	14.947	29.939	-0.228	0.122	0.493
O	20.064	1.752	23.22	-0.167	-0.226	0.207
O	21.152	8.596	27.949	0.207	-0.38	-0.358
O	10.786	2.965	30.406	0.009	0.331	0.064
O	20.722	1.35	29.887	0.162	-0.36	0.52
O	14.451	3.918	26.802	-0.116	-0.196	0.479
O	13.318	3.374	29.809	0.389	0.237	0.028
O	11.593	12.325	29.644	-0.086	-0.137	-0.134
O	13.927	2.422	32.178	-0.011	-0.19	-0.007
O	8.568	10.588	25.248	0.281	-0.163	-0.091
O	12.108	-0.045	27.759	0.207	0.383	-0.347
O	22.165	2.339	27.885	0.267	0.307	-0.107
O	16.141	8.188	25.153	0.381	-0.333	0.436
O	11.816	15.016	25.365	-0.242	-0.42	-0.037
O	20.849	12.732	22.929	-0.107	0.176	0.304
O	13.034	7.318	30.05	0.49	-0.092	0.279
O	11.416	7.676	28.012	-0.189	-0.05	0.044
O	8.133	0.028	22.216	0.184	-0.181	0.307
O	18.962	3.7	32.195	0.142	-0.003	-0.434
O	14.786	1.417	23.334	-0.546	0.156	0.251
O	21.554	12.179	27.491	0.428	-0.352	-0.258
O	13.538	5.337	22.178	-0.04	0.128	0.472
O	9.695	9.629	27.424	-0.009	0.102	0.326
O	16.17	11.716	32.2	0.281	-0.196	-0.485
O	19.131	2.615	28.387	0.487	0.147	-0.176
O	17.899	15.204	33.149	0.034	0.051	-0.347
O	16.38	3.775	24.944	-0.334	-0.171	-0.259
O	17.374	14.003	25.34	0.265	-0.152	-0.324
O	10.712	8.094	22.147	-0.101	-0.09	0.191
O	18.396	15.037	23.126	0.327	-0.116	0.105
O	12.423	9.873	29.989	0.013	0.088	-0.499
O	7.948	14.382	32.286	0.333	0.171	-0.527
O	8.458	12	27.498	0.274	0.124	-0.235
O	8.419	0.711	28.411	0.453	0.341	-0.079
O	18.95	3.222	25.102	-0.076	-0.153	0.504
O	9.859	1.801	23.061	-0.256	-0.039	0.195
O	9.138	2.861	32.452	-0.131	-0.014	-0.359
O	22.196	10.5	29.413	-0.103	-0.109	0.56
O	19.884	8.261	32.09	0.539	0.216	-0.076
O	13.588	6.212	27.77	0.369	0.27	0.1
O	20.584	6.059	25.766	0.421	0.04	0.358
O	19.623	11.909	25.824	-0.039	-0.29	-0.693
O	9.223	11.766	23.024	0.284	0.048	0.419
O	14.564	6.058	25.36	0.276	-0.369	-0.062
O	18.024	4.567	23.005	0.128	0.487	0.162
O	12.791	15.236	22.923	0.493	-0.096	0.035
O	21.424	3.922	29.999	-0.174	0.149	-0.045
O	16.225	0.559	32.177	-0.617	0.156	-0.065
O	9.685	7.305	26.114	-0.142	0.015	-0.379
O	18.949	0.011	28.306	-0.366	-0.483	0.293
O	11.028	8.27	31.482	-0.041	0.348	0.346
O	18.096	1.258	30.436	0.303	0.3	0.243
O	18.901	7.626	27.06	-0.414	0.077	-0.152
O	21.191	0.051	27.025	0.262	-0.386	0.145
O	18.052	5.727	25.365	-0.291	0.344	-0.089
O	15.08	12.791	25.664	-0.452	0.423	0.023
O	21.003	4.222	23.916	0.18	-0.161	-0.465
O	16.378	-0.549	29.739	0.111	-0.184	0.015
O	7.809	14.594	27.442	-0.347	-0.148	-0.273
O	6.834	12.965	29.34	0.174	0.272	0.296
O	7.067	8.19	29.361	0.095	0.287	0.268
O	11.578	3.076	27.851	0.013	-0.615	-0.122
O	13.623	8.269	24.379	-0.149	-0.103	-0.02
O	20.851	6.572	30.049	0.079	0.146	-0.399
O	9.727	12.675	33.098	0.11	0.136	-0.339
O	17.227	11.872	26.885	-0.357	-0.372	0.578
O	15.965	10.692	24.329	0.25	0.072	-0.355
O	9.284	6.877	30.028	0.305	0.001	-0.443
O	6.937	2.031	30.204	0.158	0.445	0.318
O	6.996	9.869	33.083	-0.005	0.098	-0.268
O	6.845	12.166	24.05	-0.123	0.204	0.28
O	18.167	9.837	25.395	0.431	-0.033	-0.145
O	9.196	0.848	30.837	0.173	-0.358	0.088
O	12.11	1.079	24.237	0.294	-0.016	-0.013
O	15.505	1.91	30.128	0.215	0.253	-0.407
O	16.725	0.101	24.442	-0.004	0.303	0.013
O	8.745	6.602	23.018	0.06	0.319	0.548
O	9.749	-0.286	26.45	-0.088	0.202	-0.243
O	7.507	4.316	22.922	0.423	-0.297	0.254
O	12.572	-0.915	33.129	-0.105	-0.048	-0.606

Results
total energy: -101658.044 eV
total energy less fixed offsets of O -438.35, Si -107.03 eV per atom: -4.844 eV
